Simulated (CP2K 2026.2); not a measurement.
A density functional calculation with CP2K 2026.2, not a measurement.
Periodic cell of 517 atoms, Si368O149, from a study of silicon, its oxide and their interface. The atomic structure is a simulated model.
Doubt: the forces sum to 2.04 eV/angstrom along one axis rather than to zero, so they err by at least 0.0039 eV/angstrom per atom on average; the grid cutoff is modest.

Settings: functional PBE; method Gaussian and plane waves; basis set DZVP-MOLOPT-SR-GTH; pseudopotentials GTH-PBE; grid cutoff 350 Ry, relative cutoff 50 Ry; k points Gamma only; occupations fixed; spin none; net charge 0.

Cell vectors (angstrom)
a	15.3871	0	0
b	0	15.3871	0
c	-1.1367	-4.9012	38.9401

Atoms and the computed forces on them: element, x, y, z (angstrom), force x, y, z (eV/angstrom)
Si	10.639	10.468	30.739	-0.185	0.025	0.56
Si	10.88	-0.813	30.01	-0.032	-0.001	0.154
Si	11.015	2.38	29.919	0.003	0.03	0.26
Si	10.893	7.393	30.226	-0.041	-0.089	0.063
Si	13.763	10.819	30.356	-0.044	-0.049	0.076
Si	13.943	-1.521	30.078	-0.009	0.04	0.112
Si	13.913	3.574	30.115	0.079	-0.037	0.198
Si	13.898	6.677	30.82	0.301	0.063	0.584
Si	3.151	10.326	30.781	-0.133	0.106	0.675
Si	3.236	-0.718	30.728	-0.392	-0.188	0.658
Si	3.022	2.452	30.783	-0.324	0.048	0.697
Si	3.304	7.227	30.301	0.034	-0.025	0.112
Si	6.364	10.892	30.69	0.243	-0.199	0.61
Si	6.392	-1.383	30.779	0.256	0.031	0.602
Si	6.15	3.265	30.787	0.295	-0.137	0.731
Si	6.361	6.399	30.75	0.232	0.042	0.639
Si	-0.243	10.426	33.027	0.241	0.154	0.677
Si	-0.3	-0.982	32.903	0.26	-0.14	0.677
Si	-0.351	2.804	32.936	0.237	0.081	0.68
Si	-0.489	6.701	32.963	-0.044	-0.026	0.025
Si	2.182	10.476	32.935	0.011	0.036	0.047
Si	2.133	-1.048	32.827	0.031	-0.006	0.03
Si	2.068	2.77	32.911	0.021	-0.02	0.011
Si	1.927	6.617	32.974	-0.152	0.077	0.653
Si	7.278	10.537	32.847	-0.02	-0.007	0.024
Si	7.285	-1.058	32.921	0.008	0.028	0.041
Si	7.244	2.859	32.84	0.008	0.001	0.04
Si	7.223	6.646	32.924	-0.008	-0.011	0.036
Si	9.709	10.543	32.878	-0.014	-0.002	0.073
Si	9.685	-1.065	32.942	-0.215	0.057	0.738
Si	9.719	2.84	32.81	-0.316	-0.04	0.676
Si	9.633	6.64	32.906	-0.165	0.094	0.669
Si	-0.95	-2.954	34.084	-0.015	0.021	-0.124
Si	-0.956	0.891	34.182	-0.041	-0.002	-0.061
Si	14.379	4.731	34.161	-0.012	0.026	-0.08
Si	-0.964	8.577	34.288	-0.026	0.013	-0.069
Si	2.69	-2.951	34.134	0.067	-0.005	-0.069
Si	2.645	0.853	34.161	0.041	-0.007	-0.003
Si	2.62	4.698	34.165	0.043	-0.003	-0.066
Si	2.655	8.538	34.183	0.006	-0.005	-0.05
Si	6.731	-2.969	34.182	-0.037	-0.001	-0.005
Si	6.694	0.911	34.089	-0.066	-0.007	-0.057
Si	6.697	4.725	34.187	-0.041	0	0
Si	6.692	8.607	34.112	-0.061	0	-0.061
Si	10.329	-2.968	34.175	0.052	0.034	-0.074
Si	10.332	0.909	34.079	0.024	0.014	-0.125
Si	10.306	4.728	34.123	0.042	-0.021	-0.064
Si	10.312	8.591	34.098	0.034	-0.015	-0.111
Si	12.398	-2.967	35.35	-0.001	-0.013	0.016
Si	12.359	0.886	35.356	0.011	-0.001	-0.004
Si	12.34	4.721	35.371	-0.009	-0.007	0
Si	12.333	8.587	35.389	-0.003	0.016	0.019
Si	0.852	-2.957	35.612	0.05	-0.002	-0.03
Si	0.848	0.87	35.674	0.043	-0.003	-0.046
Si	0.809	4.706	35.66	0.011	-0.001	-0.014
Si	0.871	8.549	35.721	0	-0.011	-0.023
Si	4.697	-2.96	35.392	-0.005	-0.007	0.004
Si	4.684	0.886	35.368	0.005	-0.002	-0.002
Si	4.659	4.721	35.394	-0.009	0.008	0.005
Si	4.687	8.568	35.39	0.012	-0.01	0.002
Si	8.532	-2.973	35.679	-0.017	0.039	-0.059
Si	8.519	0.901	35.59	-0.046	-0.007	-0.029
Si	8.521	4.724	35.655	-0.042	0.013	-0.036
Si	8.513	8.589	35.614	-0.021	-0.029	-0.051
Si	12.37	10.51	36.774	0.001	0.007	-0.002
Si	12.372	-1.042	36.752	-0.008	0	-0.008
Si	12.359	2.8	36.769	0.011	-0.008	0.001
Si	12.354	6.649	36.768	0.013	-0.01	-0.011
Si	0.849	10.515	36.967	-0.017	-0.007	0.031
Si	0.836	-1.058	36.973	-0.026	-0.008	0.022
Si	0.832	2.793	36.986	-0.008	-0.004	0.036
Si	0.844	6.617	37.002	0.013	0	0.045
Si	4.679	10.498	36.78	-0.009	-0.003	0.007
Si	4.692	-1.033	36.777	0.015	0.008	0.013
Si	4.674	2.797	36.782	-0.012	0.005	0.012
Si	4.685	6.645	36.784	0.013	-0.002	0.024
Si	8.527	10.486	36.977	0.013	0.003	0.01
Si	8.528	-1.018	36.943	0.003	0.01	0.035
Si	8.525	2.795	36.961	0.015	0.002	0.021
Si	8.523	6.665	36.948	0.025	-0.029	0.034
Si	14.255	10.5	38.219	-0.003	-0.006	0.009
Si	14.245	-1.045	38.221	0.005	-0.004	0.012
Si	14.239	2.797	38.228	0.001	-0.001	0.021
Si	14.239	6.645	38.225	-0.005	0	0.016
Si	2.808	10.507	38.241	0.021	-0.003	0.002
Si	2.809	-1.043	38.232	0.03	-0.002	0.014
Si	2.803	2.801	38.244	0.022	0.001	0.008
Si	2.816	6.639	38.251	0.005	-0.001	0.002
Si	6.557	10.494	38.234	-0.024	-0.005	0.008
Si	6.569	-1.032	38.228	-0.023	0	0.006
Si	6.558	2.8	38.23	-0.018	0.003	0.013
Si	6.566	6.648	38.23	-0.024	-0.006	0.012
Si	10.498	10.503	38.232	0.012	-0.002	0.021
Si	10.496	-1.035	38.212	-0.004	0.001	0.012
Si	10.491	2.798	38.229	-0.004	-0.005	0.013
Si	10.487	6.654	38.226	-0.01	0.009	0.008
Si	0.053	1.943	11.555	-0.015	0.001	-0.002
Si	0.022	5.802	11.53	-0.006	-0.015	-0.001
Si	-0.002	9.635	11.571	0.016	-0.009	-0.007
Si	-0.005	13.457	11.623	0.006	0.019	0.008
Si	3.94	1.925	11.535	0.01	-0.014	0
Si	3.92	5.775	11.472	-0.009	-0.001	-0.014
Si	3.903	9.625	11.523	-0.007	-0.006	-0.014
Si	3.914	13.473	11.565	0.026	0.02	-0.009
Si	7.76	1.921	11.554	-0.017	0.002	-0.004
Si	7.715	5.758	11.492	0.004	0.023	-0.009
Si	7.696	9.617	11.518	0.008	0	-0.018
Si	7.786	13.509	11.575	-0.018	-0.005	-0.01
Si	11.631	1.918	11.589	-0.003	0.006	0
Si	11.643	5.736	11.488	-0.004	-0.016	-0.011
Si	11.62	9.646	11.527	-0.021	-0.014	0.007
Si	11.64	13.504	11.622	0.001	0.013	-0.01
Si	13.553	1.896	12.977	0.003	0.025	-0.011
Si	13.506	5.785	12.934	-0.014	0.029	0.02
Si	13.479	9.678	12.991	-0.015	0.005	0.021
Si	13.499	13.486	13.11	0.004	-0.008	0.01
Si	2.007	1.99	12.862	-0.002	0.004	0.001
Si	1.995	5.797	12.797	0.01	0.007	-0.022
Si	1.965	9.612	12.851	0.014	0	-0.03
Si	1.963	13.421	12.897	0.004	-0.023	0.006
Si	5.851	1.905	12.936	0.001	0.008	-0.032
Si	5.8	5.763	12.874	0.034	0.002	0.04
Si	5.791	9.61	12.928	0.053	-0.009	0
Si	5.858	13.523	12.922	-0.034	-0.017	-0.005
Si	9.685	1.923	12.924	0.003	0.023	-0.004
Si	9.686	5.695	12.752	-0.018	-0.03	-0.001
Si	9.655	9.613	12.791	-0.009	-0.005	-0.014
Si	9.715	13.554	12.961	0.006	-0.01	0.01
Si	13.555	0.052	14.499	-0.037	0.023	0.05
Si	13.595	3.84	14.285	0.006	-0.026	-0.003
Si	13.393	7.727	14.301	-0.031	-0.023	-0.015
Si	13.467	11.541	14.509	0.018	-0.025	0.031
Si	1.991	0.024	14.123	0.011	0.001	-0.005
Si	2.063	3.95	14.204	-0.003	-0.013	0.015
Si	1.965	7.682	14.173	-0.035	0.023	-0.027
Si	1.945	11.468	14.266	0.002	0.025	0.027
Si	5.913	0.02	14.363	0.04	0.025	0.019
Si	5.835	3.849	14.249	-0.014	-0.036	-0.029
Si	5.748	7.653	14.278	-0.086	-0.01	0.013
Si	5.815	11.584	14.228	-0.011	-0.021	-0.012
Si	9.752	0.094	14.41	-0.008	0.023	0.028
Si	9.662	3.868	14.227	0.005	0.005	-0.01
Si	9.658	7.615	14.019	-0.023	0.033	-0.024
Si	9.671	11.53	14.133	-0.024	0.026	0.022
Si	0.235	0.026	15.694	-0.004	-0.051	0.059
Si	0.192	3.843	15.606	-0.009	0	0.011
Si	0.032	7.651	15.473	-0.019	0.004	-0.004
Si	0.112	11.498	15.806	-0.001	0.028	0.069
Si	3.869	0.029	15.503	-0.019	0.001	0.036
Si	3.954	3.934	15.647	-0.001	-0.041	0.015
Si	3.785	7.67	15.659	0.041	0.02	0.046
Si	3.904	11.576	15.578	-0.031	0.066	-0.028
Si	7.837	0.061	15.813	-0.072	0.055	-0.022
Si	7.737	3.885	15.607	0.01	-0.036	0.035
Si	7.811	7.583	15.401	0.007	-0.012	-0.04
Si	7.775	11.55	15.489	-0.047	-0.002	-0.02
Si	11.634	0.265	15.94	0.091	0.467	-0.448
Si	11.61	3.903	15.535	-0.007	-0.023	-0.029
Si	11.366	7.711	15.592	0.056	0.075	0.018
Si	11.376	11.416	15.745	0.041	-0.047	0.059
Si	0.927	1.962	16.845	-0.024	0.056	0.003
Si	-0.054	5.794	16.882	-0.369	-0.146	-0.473
Si	0.027	9.394	17.007	0.001	0.252	-0.776
Si	0.936	-1.886	16.882	0.075	-0.067	-0.629
Si	3.324	1.95	16.749	-0.124	-0.018	-0.637
Si	3.996	5.803	17.143	0.008	-0.049	0.069
Si	4.099	9.655	16.904	0.003	0.068	-0.004
Si	3.361	-1.866	16.792	0.038	-0.025	-0.024
Si	7.858	2.089	17.138	0.428	-0.157	-0.389
Si	7.793	5.8	16.983	-0.06	0.085	-0.091
Si	8.118	9.529	16.601	-0.023	0.005	0.067
Si	8.239	-2.005	16.906	-0.03	-0.078	0.096
Si	11.584	2.289	17.231	-0.291	-0.116	-0.278
Si	11.456	5.785	16.878	-0.023	-0.011	-0.043
Si	10.56	9.504	16.918	0.015	-0.03	-0.039
Si	10.577	13.096	17.179	-0.344	-0.391	-0.602
Si	13.473	3.801	19.188	-0.037	0.553	-0.395
Si	13.392	5.888	18.139	0.003	0.045	0.059
Si	13.665	8.052	19.066	-0.086	-0.661	-0.307
Si	0.966	12.375	19.529	-0.004	0.073	-0.021
Si	0.932	2.61	19.079	0.054	-0.195	-0.568
Si	2.346	5.339	18.79	0.467	-0.054	-0.458
Si	2.56	9.905	18.642	0.473	-0.05	-0.336
Si	4.63	-1.54	18.755	-0.468	-0.11	-0.491
Si	5.357	1.389	18.858	-0.128	0.016	-0.1
Si	5.95	6.66	18.199	-0.047	-0.016	-0.5
Si	6.13	9.039	17.839	0.125	0.03	-0.096
Si	7.395	12.758	19.033	0.344	0.242	-0.601
Si	9.667	2.764	18.565	-0.097	0.07	0.059
Si	9.667	5.137	18.246	0.015	-0.053	0.106
Si	10.818	9.087	19.209	0.033	0.21	-0.784
Si	10.891	11.877	20.112	0.004	-0.064	-0.048
Si	1.347	8.499	26.391	-0.052	-0.027	-0.025
Si	13.899	-1.019	22.462	-0.019	0.066	-0.043
Si	1.138	3.412	28.41	0.126	0.02	0.184
Si	2.612	9.215	21.655	-0.049	-0.01	-0.098
Si	6.598	10.908	22.48	-0.222	0.022	-0.13
Si	10.673	5.07	22.555	-0.098	0.018	-0.125
Si	2.815	-1.588	21.38	-0.003	-0.073	-0.176
Si	6.956	7.189	20.946	-0.134	0.046	-0.132
Si	2.632	5.944	27.468	-0.075	-0.003	0.077
Si	6.361	2.064	21.725	0.062	0.058	-0.139
Si	6.761	9.983	19.811	-0.408	-0.188	-0.446
Si	11.549	11.363	25.996	-0.116	-0.009	0.055
Si	8.515	-1.318	24.478	0.081	-0.079	-0.145
Si	10.947	0.23	25.467	-0.047	0.002	-0.119
Si	14.579	7.522	24.386	0.079	0.057	0.091
Si	0.992	0.743	21.572	0.022	-0.058	-0.114
Si	2.715	6.201	21.782	-0.057	-0.036	-0.093
Si	3.411	10.961	26.213	-0.095	-0.043	0.037
Si	8.67	-2.253	21.655	-0.104	0.075	-0.108
Si	9.484	2.519	21.006	0.159	0.106	-0.599
Si	9.429	2.122	27.426	-0.094	-0.062	0.083
Si	0.32	4.958	23.397	-0.023	0.038	0.028
Si	9.695	6.39	20.193	0.045	-0.315	-0.447
Si	2.328	-2.935	28.666	0.092	0.036	0.148
Si	14.55	8.517	28.533	-0.041	-0.056	0.078
Si	13.145	3.649	22.175	0.007	0.003	-0.067
Si	4.505	1.186	26.703	0.138	0.067	0.014
Si	4.804	4.154	26.24	-0.001	-0.083	-0.043
Si	12.508	8.505	26.286	0.036	0.014	0.054
Si	6.133	9.383	26.167	0.044	-0.031	-0.008
Si	4.449	3.96	23.138	-0.117	-0.053	-0.004
Si	6.912	8.157	23.683	-0.148	-0.132	-0.119
Si	13.87	11.613	20.966	0.034	0.006	-0.002
Si	11.72	1.001	22.546	0.029	0.062	-0.054
Si	8.572	11.43	25.929	0.067	-0.037	0.046
Si	6.428	0.932	24.437	0.04	0.06	-0.007
Si	13.224	-1.668	25.356	-0.037	-0.045	-0.14
Si	1.687	0.92	26.543	0.024	0.058	0.003
Si	9.864	7.407	27.443	-0.067	-0.088	0.12
Si	1.864	2.5	23.826	0.008	0.034	0.056
Si	-0.491	8.938	21.662	0.015	0.042	-0.084
Si	8.86	6.113	24.854	0.018	0.028	0.09
Si	-0.061	-1.487	27.477	0.1	0.064	0.13
Si	7.323	8.551	28.721	-0.024	0.035	0.159
Si	6.907	0.963	28.763	-0.024	-0.003	0.117
Si	10.001	-3.038	28.348	0.066	-0.063	-0.005
Si	7.53	3.64	25.683	-0.033	0	0.018
Si	3.868	11.639	23.337	-0.03	-0.068	-0.059
Si	0.015	13.475	0.64	0.024	-0.001	0.011
Si	0.011	1.935	0.645	0.016	-0.004	0.006
Si	0.011	5.776	0.651	0.018	0.016	0.005
Si	0.005	9.624	0.649	0.019	-0.003	0.006
Si	3.928	13.476	0.652	-0.034	-0.004	0.009
Si	3.936	1.941	0.66	-0.022	0.009	0.008
Si	3.927	5.778	0.66	-0.03	0.002	0.006
Si	3.935	9.621	0.67	-0.008	0	0.01
Si	7.706	13.472	0.652	0.026	-0.002	0.011
Si	7.713	1.939	0.646	0.032	0.004	0.01
Si	7.709	5.784	0.659	0.022	0.003	0.009
Si	7.712	9.626	0.652	0.033	-0.004	0.01
Si	11.624	13.477	0.648	-0.008	0.006	0.012
Si	11.616	1.945	0.643	-0.028	-0.004	0.007
Si	11.623	5.779	0.651	-0.017	0.001	0.009
Si	11.613	9.628	0.646	-0.018	-0.002	0.004
Si	1.97	13.472	1.975	0.003	0	-0.014
Si	1.97	1.936	1.977	0.003	0.001	-0.017
Si	1.968	5.781	1.985	0.007	-0.007	-0.014
Si	1.966	9.627	1.981	0.002	0.011	-0.016
Si	5.818	13.473	2.047	0	0.002	0.008
Si	5.827	1.937	2.048	-0.004	-0.001	0.008
Si	5.819	5.78	2.054	0	-0.002	0.009
Si	5.827	9.625	2.055	-0.002	-0.002	0.008
Si	9.667	13.475	1.977	0.003	0.002	-0.015
Si	9.666	1.937	1.979	0.002	-0.003	-0.009
Si	9.668	5.781	1.985	0	-0.003	-0.012
Si	9.665	9.627	1.985	-0.005	-0.001	-0.013
Si	13.515	13.475	2.038	-0.006	0.002	0.001
Si	13.508	1.936	2.038	0	-0.003	0.005
Si	13.511	5.78	2.047	-0.001	-0.005	0.006
Si	13.504	9.627	2.042	0.006	0.002	0.001
Si	1.973	0.009	3.343	-0.007	-0.006	-0.005
Si	1.971	3.855	3.351	-0.007	0	-0.001
Si	1.97	7.706	3.355	-0.003	0	-0.001
Si	1.97	11.552	3.349	-0.002	0	0.001
Si	5.822	0.01	3.398	0.004	0	0.007
Si	5.822	3.856	3.407	0.006	0	0.01
Si	5.823	7.703	3.41	0.003	0.005	0.009
Si	5.821	11.552	3.404	0.001	-0.005	0.005
Si	9.67	0.01	3.345	0.002	0.001	-0.002
Si	9.668	3.856	3.353	-0.002	-0.001	-0.001
Si	9.668	7.705	3.355	0.008	0.002	-0.003
Si	9.668	11.555	3.35	0.004	0	-0.005
Si	13.513	0.01	3.39	0	-0.003	0.006
Si	13.514	3.855	3.397	0.002	0.003	0.003
Si	13.511	7.706	3.399	-0.004	-0.002	0.004
Si	13.512	11.552	3.393	0.005	0	0.003
Si	0.063	0.006	4.727	0	0.007	-0.004
Si	0.062	3.854	4.735	-0.004	-0.006	-0.001
Si	0.059	7.708	4.74	-0.003	0.002	0.005
Si	0.059	11.554	4.733	-0.006	0.001	0.002
Si	3.881	0.007	4.733	-0.004	0.001	-0.003
Si	3.88	3.852	4.74	-0.004	-0.002	-0.001
Si	3.881	7.709	4.743	0.007	0.001	0.006
Si	3.881	11.553	4.736	0.006	0.003	-0.001
Si	7.761	0.007	4.731	-0.005	-0.001	-0.002
Si	7.761	3.854	4.742	-0.001	-0.001	0.006
Si	7.762	7.706	4.745	0.002	-0.006	0.002
Si	7.761	11.555	4.739	-0.001	0.007	0
Si	11.58	0.007	4.731	0.002	0.001	0.003
Si	11.58	3.854	4.737	0.005	-0.004	0
Si	11.578	7.707	4.741	0.001	-0.002	0.002
Si	11.579	11.555	4.735	0.007	0.001	0.002
Si	0.059	13.475	6.097	0.007	0.001	-0.003
Si	0.065	1.925	6.09	0.004	-0.004	-0.007
Si	0.06	5.779	6.094	0.002	-0.01	0.001
Si	0.057	9.636	6.1	0.003	0.007	0.004
Si	3.885	13.474	6.102	-0.004	-0.003	-0.003
Si	3.881	1.925	6.1	-0.002	-0.005	0.003
Si	3.882	5.779	6.097	-0.003	-0.006	0.005
Si	3.884	9.637	6.106	-0.006	0.014	0.006
Si	7.76	13.478	6.101	0.008	0.001	0.001
Si	7.761	1.924	6.097	0.008	-0.006	0.005
Si	7.763	5.778	6.101	0.005	0.003	0.006
Si	7.762	9.634	6.104	0.006	0.004	-0.003
Si	11.586	13.477	6.101	-0.009	-0.001	0.001
Si	11.589	1.927	6.095	-0.004	0.002	0.001
Si	11.582	5.778	6.096	-0.002	0.005	-0.003
Si	11.581	9.635	6.099	-0.005	-0.002	-0.005
Si	1.969	13.471	7.478	-0.002	0.007	0
Si	1.966	1.922	7.479	-0.027	-0.003	-0.001
Si	1.968	5.78	7.476	-0.008	0	0.004
Si	1.966	9.643	7.481	0.002	-0.002	0.009
Si	5.824	13.478	7.445	-0.004	0.002	-0.007
Si	5.823	1.914	7.436	-0.013	0.004	-0.002
Si	5.822	5.774	7.434	0.004	0.006	-0.002
Si	5.827	9.644	7.446	0.018	-0.012	0.001
Si	9.675	13.477	7.479	-0.008	0.002	0.005
Si	9.679	1.922	7.47	-0.001	-0.002	0.004
Si	9.676	5.776	7.48	0.011	-0.008	0.004
Si	9.675	9.638	7.485	0.012	0.005	0.002
Si	13.519	13.482	7.453	0.005	-0.003	0
Si	13.526	1.916	7.441	0.017	0.009	-0.012
Si	13.515	5.776	7.441	-0.007	0.001	-0.002
Si	13.511	9.642	7.449	-0.009	-0.009	-0.004
Si	1.964	-0.001	8.85	0.019	-0.005	0.005
Si	1.968	3.849	8.835	0.001	-0.01	0.011
Si	1.96	7.714	8.83	0.003	-0.001	0.001
Si	1.961	11.562	8.861	-0.002	0.013	0.003
Si	5.825	0.003	8.817	0.003	-0.006	-0.005
Si	5.828	3.839	8.78	0.004	-0.004	-0.006
Si	5.822	7.706	8.78	-0.002	-0.001	-0.01
Si	5.832	11.567	8.816	-0.001	0.009	-0.006
Si	9.693	0.008	8.848	-0.003	0	-0.001
Si	9.679	3.841	8.832	0.003	0.007	0.011
Si	9.679	7.707	8.836	-0.008	0.001	0.008
Si	9.675	11.564	8.855	0.001	-0.008	0.001
Si	13.531	0.009	8.829	-0.013	0.024	-0.002
Si	13.526	3.84	8.787	-0.002	-0.01	-0.007
Si	13.514	7.708	8.79	-0.001	-0.011	-0.002
Si	13.508	11.565	8.818	0.001	-0.003	-0.004
Si	0.043	-0.007	10.228	0.012	0.001	0.004
Si	0.027	3.86	10.184	-0.012	0.006	-0.008
Si	0.021	7.724	10.18	0.009	-0.002	-0.004
Si	0.013	11.562	10.215	0.015	-0.005	0.002
Si	3.904	-0.002	10.187	-0.036	0.005	-0.01
Si	3.923	3.835	10.152	-0.02	-0.002	-0.008
Si	3.911	7.713	10.148	0.007	-0.001	-0.004
Si	3.918	11.561	10.186	0.001	-0.001	0.004
Si	7.752	0.011	10.181	0.013	0.006	-0.001
Si	7.732	3.829	10.162	0.02	-0.004	-0.004
Si	7.726	7.697	10.156	0.016	0.003	-0.016
Si	7.74	11.573	10.206	0.018	0.005	-0.006
Si	11.628	0.008	10.214	-0.01	0.004	-0.003
Si	11.628	3.809	10.165	-0.001	0.012	-0.015
Si	11.623	7.703	10.179	-0.007	-0.005	-0.002
Si	11.61	11.589	10.212	-0.023	0.002	-0.009
O	12.21	10.865	30.775	-0.027	0.198	0.341
O	10.156	-1.211	31.386	0.003	-0.258	-0.115
O	12.352	-1.437	30.008	0.06	-0.357	0.07
O	10.412	2.919	31.319	0.141	0.059	-0.158
O	-0.378	3.512	28.946	-0.179	0.085	-0.371
O	12.439	7.382	30.691	0.007	0.394	0.362
O	10.053	6.554	31.317	-0.308	-0.176	-0.24
O	-0.786	10.097	31.519	0.128	-0.404	-0.22
O	-0.9	-0.766	31.39	-0.235	0.204	-0.106
O	14.451	2.766	31.405	0.094	-0.235	-0.18
O	4.741	10.697	30.723	0.006	-0.124	-0.004
O	4.803	-1.078	30.95	0.136	-0.012	0.466
O	4.544	3.02	30.831	0.046	0.306	-0.067
O	2.394	6.501	31.409	0.024	-0.552	-0.224
O	4.849	6.975	30.68	-0.072	0.286	0.303
O	11.509	-0.956	17.052	0.304	0.228	0.178
O	-0.401	3.387	19.56	0.165	0	0.283
O	0.995	5.954	18.147	-0.083	0.275	0.265
O	14.034	9.109	17.86	-0.526	0.299	-0.241
O	1.221	9.166	18.103	-0.047	-0.338	-0.039
O	0.581	-1.819	18.502	-0.408	0.401	0.442
O	3.911	1.84	18.297	-0.268	0.088	0.41
O	5.758	12.697	18.979	-0.178	-0.503	-0.239
O	6.488	2.195	18.049	-0.051	0.231	0.06
O	12.91	2.628	18.189	0.055	-0.285	-0.197
O	10.569	12.626	18.73	-0.118	-0.089	0.14
O	10.451	8.946	30.21	-0.188	-0.087	-0.342
O	9.901	11.447	29.685	-0.33	0.262	0.003
O	5.042	0.773	25.239	-0.273	-0.374	-0.234
O	10.981	0.773	29.895	0.19	-0.044	-0.137
O	10.088	2.861	28.696	-0.017	0.699	0.063
O	8.869	3.299	26.487	0.472	0.468	-0.127
O	10.579	6.765	28.76	0.216	-0.523	-0.121
O	14.336	-3.081	30.157	0.421	-0.115	-0.083
O	14.014	9.947	29.041	0.041	0.168	-0.302
O	1.533	4.766	27.614	-0.466	-0.007	-0.401
O	0.964	1.951	22.618	-0.383	0.176	-0.189
O	13.662	5.12	30.471	-0.446	0.078	-0.149
O	2.188	3.229	29.634	0.101	0.24	-0.124
O	-0.572	7.43	29.706	0.498	0.027	-0.149
O	2.996	8.804	30.265	-0.328	0.002	-0.196
O	0.899	-2.679	27.976	-0.298	-0.267	-0.377
O	-0.771	-0.841	28.782	0.088	0.611	0.041
O	14.045	-1.129	24.07	0.415	0.003	0.135
O	8.245	7.475	24.264	0.465	0.23	-0.173
O	6.405	4.817	30.36	-0.14	-0.076	-0.217
O	6.632	-2.928	30.29	0.327	-0.113	-0.419
O	10.063	-1.479	28.784	-0.271	0.266	-0.268
O	7.011	-0.375	29.665	0.207	-0.202	-0.083
O	12.919	2.096	22.545	0.482	-0.113	0.288
O	3.559	-2.38	22.55	0.084	0.23	0.26
O	1.168	2.133	27.448	-0.313	-0.187	-0.249
O	0.291	8.43	25.165	0.038	0.568	-0.008
O	1.169	1.36	20.085	0.186	-0.382	-0.148
O	3.776	-1.363	20.11	-0.05	0.36	0.123
O	2.666	6.107	20.17	0.058	0.175	-0.063
O	2.114	3.755	19.136	0.101	-0.287	-0.003
O	3.023	9.336	20.086	0.199	-0.021	-0.08
O	2.134	11.474	18.851	0.118	0.347	-0.071
O	5.482	1.672	20.43	-0.403	0.179	0.163
O	5.53	-0.191	18.553	0.465	-0.124	-0.469
O	7.457	8.657	20.462	0.403	-0.047	0.053
O	7.954	-1.716	20.286	0.012	0.728	0.019
O	7.294	9.617	23.132	0.43	0.134	-0.068
O	10.09	5.706	23.907	0.129	0.171	-0.053
O	10.368	10.353	20.104	-0.516	0.018	0.265
O	10.518	1.353	21.509	-0.061	-0.381	-0.232
O	13.916	10.222	21.772	-0.494	0.039	0.54
O	3.363	2.76	23.271	0.049	-0.343	-0.098
O	2.286	-0.167	21.906	0.166	0.036	0.233
O	3.856	5.234	22.363	0.458	0.049	-0.159
O	14.622	4.168	22.499	0.399	0.022	-0.265
O	0.559	8.719	27.776	0.232	0.406	0.32
O	12.124	4.56	23.016	0.331	0.016	0.611
O	6.187	0.903	22.842	-0.401	-0.715	-0.138
O	12.705	3.798	20.615	-0.327	0.237	-0.069
O	5.885	8.365	24.92	-0.634	-0.236	0.033
O	9.227	6.314	26.427	-0.071	-0.188	0.13
O	4.038	5.359	26.946	0.286	0.229	-0.072
O	9.815	3.84	21.907	-0.46	-0.074	0.02
O	8.755	-1.192	22.872	-0.021	0.615	-0.259
O	2.751	-1.572	29.433	-0.324	0.244	-0.5
O	5.927	6.535	19.865	-0.421	-0.125	0.387
O	10.522	1.276	26.603	0.205	0.012	0.027
O	2.136	7.086	26.441	0.151	-0.079	-0.316
O	7.794	11.196	19.37	0.584	-0.158	0.072
O	8.236	1.117	27.866	0.259	-0.559	-0.228
O	9.829	7.866	19.551	-0.169	0.163	-0.048
O	11.338	-3.42	27.497	0.434	0.104	0.396
O	7.111	2.351	24.809	0.331	0.002	-0.029
O	7.794	4.908	24.733	-0.192	0.029	-0.268
O	14.245	-2.154	26.495	0.179	-0.32	-0.078
O	13.397	7.993	27.535	-0.24	-0.493	-0.147
O	12.425	-0.404	22.139	-0.216	-0.155	-0.092
O	3.318	10.338	22.559	0.072	-0.195	0.165
O	2.919	6.606	28.892	-0.079	0.237	0.065
O	4.096	2.761	26.668	-0.473	0.144	-0.022
O	11.1	0.967	24.038	-0.3	0.572	0.216
O	-0.368	-0.104	21.747	-0.223	0.186	-0.425
O	7.925	2.175	21.314	-0.103	0.071	-0.257
O	8.711	-3.326	27.421	-0.612	0.154	0.326
O	1.027	9.45	21.797	-0.074	0.507	0.231
O	3.294	-3.4	27.458	0.45	0.353	-0.154
O	7.802	11.913	22.209	0.267	-0.241	0.41
O	4.824	4.396	24.645	0.299	0.538	0.091
O	14.518	7.934	22.841	-0.083	-0.344	-0.148
O	12.29	8.621	19.686	0.005	0.129	0.49
O	13.103	7.742	24.998	-0.223	-0.378	-0.176
O	1.522	-2.44	20.919	-0.258	-0.337	0.593
O	6.218	8.528	27.54	-0.514	-0.545	-0.172
O	10.179	12.666	21.316	0.266	0.189	0.356
O	3.027	7.741	22.172	0.371	-0.133	0.14
O	12.245	-2.921	25.027	0.067	0.058	-0.644
O	5.754	3.442	22.332	0.299	0.222	-0.169
O	-0.394	5.961	24.441	0.033	-0.197	0.434
O	5.475	11.504	23.468	0.143	0.053	0.162
O	6.316	7.288	22.437	-0.408	-0.361	0.072
O	12.515	2.909	29.678	0.08	0.134	-0.35
O	6.801	2.283	29.683	0.46	0.025	-0.177
O	8.762	8.475	27.975	0.12	0.236	-0.379
O	3.144	0.397	27.031	0.047	-0.579	0.109
O	1.281	5.774	22.388	-0.162	0.2	-0.049
O	1.819	1.428	25.019	0.173	-0.206	-0.221
O	2.346	9.749	26.238	-0.174	0.055	-0.198
O	10.968	8.162	26.553	-0.276	0.304	-0.24
O	7.372	-0.275	24.89	-0.051	-0.074	0.546
O	10.064	10.952	25.462	-0.059	-0.291	-0.547
O	5.602	0.858	27.827	-0.167	-0.257	0.172
O	7.218	7.239	29.657	0.439	-0.199	-0.096
O	7.502	10.228	25.952	0.341	0.057	-0.012
O	-0.356	11.517	19.837	0.024	-0.287	-0.521
O	4.899	10.381	26.292	-0.015	0.042	0.289
O	3.064	0.866	30.392	-0.297	0.1	-0.553
O	12.556	10.102	26.05	0.606	0.221	-0.152
O	12.34	-0.437	25.924	0.054	0.201	0.567
O	8.062	-2.801	24.921	-0.14	-0.034	-0.203
O	1.2	3.911	24.268	-0.025	0.145	0.485
O	0.687	-0.326	26.656	-0.212	-0.108	-0.404
O	7.08	9.899	29.607	0.293	-0.052	-0.291
O	10.814	6.158	21.352	0.622	0.285	0.135
O	9.856	-0.953	25.296	0.165	-0.388	0.002
O	12.481	11.839	20.222	0.158	-0.055	-0.139
O	3.228	11.748	24.812	-0.565	0.408	0.182
O	8.277	6.264	20.988	-0.077	-0.57	0.371
O	14.077	-2.52	21.931	0.064	0.015	0.2
O	2.299	11.271	29.773	-0.486	0.165	-0.079
O	6.346	4.033	26.721	0.067	0.176	0.671
O	14.75	8.141	20.262	0.394	-0.334	-0.086
O	5.874	10.57	21.057	-0.441	0.26	-0.052

Results
total energy: -104702.189 eV
total energy less fixed offsets of O -438.35, Si -107.03 eV per atom: -0.999 eV
